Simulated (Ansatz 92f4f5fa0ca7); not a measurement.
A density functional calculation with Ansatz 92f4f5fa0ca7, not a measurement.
Periodic cell of 159 atoms, Si96O61N2, from a study of silicon, its oxide and their interface. The atomic structure is a simulated model.

Settings: functional r2SCAN; potential files Ansatz norm-conserving; basis plane waves; wave-function cutoff 1300 eV; density cutoff ratio 4; exchange-correlation grid ratio 1; k mesh 2 x 2 x 1, shifted by 0.5 0.5 0.5 of a step; self-consistency stop 5e-08 eV per atom in the density residual; occupations Fermi-Dirac, 0.05 eV; spin none; net charge 0.

Cell vectors (angstrom)
a 10.88 0 0
b 0 10.88 0
c 0 0 22.913

Atoms: element, x, y, z (angstrom)
Si 0.7799 -0.6388 -0.0989
Si 2.7616 2.7267 -0.347
Si -0.3212 5.6172 0.0437
Si 2.8709 8.0253 0.0701
Si 5.0952 0.4445 0.2448
Si 8.2221 2.8256 0.2461
Si 5.3827 5.9078 -0.3882
Si 8.5854 7.8762 -0.3407
Si 1.4048 1.4284 1.1756
Si 4.0173 4.1229 1.0488
Si 1.3597 6.6551 1.2861
Si 4.3228 9.5783 1.4326
Si 6.6143 1.5796 1.5621
Si 9.5633 3.9715 1.6706
Si 6.8831 6.7522 1.0952
Si 9.7534 9.5707 1.0626
Si 0.1708 2.6016 2.7718
Si 2.9353 0.0803 2.5311
Si -0.1957 8.0284 2.6795
Si 2.7765 5.3899 2.6975
Si 5.0878 2.8002 2.7443
Si 8.3303 0.0977 2.4853
Si 5.5101 7.9396 2.5618
Si 7.9305 5.3412 2.7988
Si 1.2749 4.0432 3.985
Si 4.0092 1.4514 4.1961
Si 1.3255 9.4756 3.9999
Si 3.88 6.7296 4.1415
Si 6.7551 4.0111 4.2735
Si 9.5859 1.1562 4.1112
Si 6.7033 9.4996 3.8203
Si 9.3317 6.6679 4.2703
Si 0.125 -0.2367 5.6756
Si 2.5274 2.6592 5.3076
Si 0.0579 5.1632 5.3782
Si 2.6213 8.3038 5.4131
Si 5.2912 -0.0709 5.2955
Si 8.2108 2.648 5.5073
Si 5.2536 5.4034 5.5932
Si 8.045 8.0891 5.4929
Si 1.5044 1.3446 6.8658
Si 3.886 3.9966 6.5227
Si 1.2507 6.9201 6.4306
Si 4.2327 9.5355 6.956
Si 6.6902 1.378 6.7267
Si 9.4334 4.1506 6.9162
Si 6.8535 6.7158 6.9221
Si 9.4892 9.5527 6.8777
Si 0.0123 2.7 8.0817
Si 2.6756 0.0211 8.3838
Si 0.0535 7.7969 8.1126
Si 2.9128 5.4184 7.878
Si 5.3259 2.8795 8.0785
Si 8.2099 -0.1145 8.3623
Si 5.3432 8.0941 8.3771
Si 8.3048 5.4553 8.3707
Si 1.5658 4.1019 9.28
Si 4.2806 1.4977 9.3664
Si 1.2271 9.3295 9.4891
Si 3.968 6.5407 9.5137
Si 6.8427 3.9734 9.439
Si 9.5845 1.2595 9.3258
Si 6.7383 9.4461 9.6837
Si 9.6673 6.6612 9.8489
Si -0.4389 -0.2119 10.6929
Si 2.9528 2.7132 10.8349
Si 0.8949 5.463 11.1659
Si 2.6355 8.0083 10.6899
Si 5.7789 0.4886 10.9863
Si 7.8979 2.661 11.1025
Si 5.1652 4.9978 10.9322
Si 8.4926 8.4909 10.571
Si -0.9729 3.1061 15.9705
Si -1.3212 4.5037 13.127
Si 4.0805 8.2008 15.0744
Si 1.8049 12.7316 15.8727
Si 0.8284 14.9529 20.5783
Si 6.8641 -3.7729 16.1401
Si 5.5415 5.9752 13.8652
Si 4.7688 1.8947 16.9903
Si -2.0252 -1.674 15.5451
Si -3.7856 1.0229 21.0831
Si -7.2422 9.9578 12.8059
Si -5.9188 8.6962 17.9214
Si -1.4272 4.552 18.8598
Si -1.5198 10.0307 18.0078
Si 3.0213 6.9013 17.2832
Si 8.3452 7.3059 13.507
Si 2.9738 0.2044 18.0917
Si 6.9131 -6.8764 20.7518
Si -3.3174 9.2257 19.9201
Si 11.6281 6.6192 19.2373
Si 12.1804 1.0723 12.7789
Si 5.2515 4.8648 16.7312
Si -3.1616 11.7769 16.2403
Si 11.7267 -0.9749 19.9446
O -2.4279 1.7492 21.8115
O 0.2432 -0.2465 21.2358
O 2.0146 3.1001 21.0222
O 3.889 1.404 -0.7317
O -3.1677 -2.5182 21.2778
O -0.8051 6.0502 19.0496
O 3.9986 6.8934 -0.9138
O 10.8083 4.2923 21.9496
O 6.6578 -5.162 17.0769
O 6.1156 0.0346 21.9133
O 7.9592 -0.3465 15.2131
O 7.6945 4.1654 22.2844
O 5.7301 5.1093 21.1582
O 7.9678 4.3462 19.5841
O -4.8255 1.2354 16.2931
O 13.6389 7.7169 15.989
O -1.524 -1.125 11.3809
O -0.1252 0.9552 12.0338
O 2.1756 2.4798 12.318
O 3.5052 2.2233 15.8676
O 0.0269 4.5653 12.3503
O 1.7051 6.8034 11.6497
O 3.4814 8.6719 11.8824
O 3.7335 7.7981 18.5228
O -2.3123 2.1132 15.729
O 6.8095 1.5531 11.6271
O 8.3575 3.5276 12.46
O 3.8829 5.5718 17.2101
O 4.2794 3.7256 11.3935
O 5.9253 5.485 12.2948
O 7.7927 7.8932 12.0925
O 4.3156 7.0448 14.0062
O -2.7718 -2.7764 16.4571
O -8.5753 -0.116 12.5695
O -1.5836 6.0972 13.1693
O 1.1339 1.5247 14.4155
O -0.8399 9.7082 16.5549
O 0.8029 8.1833 19.8602
O 2.2597 21.2911 19.3566
O 5.4209 14.2708 17.375
O -0.327 -0.3129 18.9221
O 10.5453 14.5019 19.5782
O 5.2833 4.8665 15.0987
O 9.9983 3.798 14.4913
O 0.4873 13.6336 16.3644
N 7.0579 6.7796 14.4107
O -1.6237 14.8573 17.2648
N 5.3714 8.106 16.3065
O -3.186 10.7604 20.0997
O -4.7001 -1.9961 19.1599
O 1.9349 -1.7428 22.3007
O -2.1826 -2.017 18.8344
O -5.9835 10.8966 12.2923
O -1.5068 8.4411 14.278
O -2.5431 0.4433 17.7288
O -6.9177 -1.2366 14.3368
O -1.2952 -4.2696 22.1214
O 12.514 6.4928 17.9361
O 1.9436 0.5593 16.8694
O 3.8578 12.4369 18.3194
O 1.4512 16.4189 20.2162
O 6.2818 2.4244 20.6821
O 4.1783 10.1213 17.6656

Results
free energy: -40185.559 eV
free energy less fixed offsets of N -289.75, O -463.61, Si -117.95 eV per atom: -2.649 eV
pressure: -2.30 GPa
stress xx, yy, zz, yz, xz, xy (GPa, positive in tension): 2.28, 1.82, 2.8, 0.39, 1.05, -0.12

Forces (eV/angstrom), in the order of the atoms: element, x, y, z
Si -0.5517 1.6203 -1.5633
Si 0.2332 -2.8622 -1.7113
Si -0.0834 -3.2603 0.3217
Si 3.2346 -1.8702 0.5035
Si -0.5879 1.7517 -2.9952
Si -1.4127 -0.3999 -2.4789
Si -3.9911 -0.2791 -0.3177
Si -0.5763 -0.166 0.95
Si 1.1091 -0.9971 -0.9193
Si 0.7752 1.488 0.2622
Si -0.0876 0.7442 0.4687
Si -1.0543 -2.1094 -1.1374
Si 0.9765 0.2522 -0.2497
Si 0.1595 1.5215 -0.3342
Si 1.2353 0.3328 0.3158
Si -0.696 -1.5075 0.1815
Si -1.9234 -1.5664 -0.4853
Si -2.149 0.4526 1.8437
Si 0.738 0.0911 0.2991
Si -1.1993 -0.9902 -1.1414
Si 1.9173 1.118 0.5909
Si -1.5742 -0.8873 0.1763
Si -0.4122 0.4711 0.9691
Si 0.7683 -0.0479 -0.2208
Si 2.2843 -0.0465 -0.7818
Si -0.4871 -1.4169 -1.6084
Si -0.2165 0.8116 -1.3657
Si 1.8437 1.0566 -0.1233
Si -1.8281 0.4377 -0.8415
Si 1.012 0.8286 0.8919
Si 1.4369 -0.4272 0.8518
Si 0.9588 -0.4904 -1.8168
Si 0.1522 1.7768 -1.8521
Si -0.1943 0.1648 0.629
Si -2.2664 2.5426 1.3147
Si 2.2486 0.2632 -0.0976
Si 1.7391 0.249 0.8275
Si -0.0404 -0.0756 -0.4036
Si 2.4182 1.0762 -1.5533
Si -0.0665 1.8047 -0.0641
Si -1.2687 -0.5587 0.06
Si 0.8375 -1.3086 1.4302
Si 0.6589 -2.6632 1.4521
Si -2.2802 0.014 -0.5709
Si 0.2906 -1.1513 0.8494
Si 1.2974 -1.3272 -1.017
Si -1.3471 0.2807 0.8461
Si -0.5297 -2.6646 0.6826
Si 0.1149 0.4645 0.2727
Si 1.3246 -0.5802 -0.8664
Si -1.677 1.6948 0.5312
Si -2.7691 1.02 -0.0753
Si 1.1413 0.3682 -2.3637
Si -2.687 0.1392 -2.5341
Si 1.3707 -0.7888 -0.6434
Si -1.1032 0.5323 0.0728
Si 0.1776 -0.4441 1.6382
Si -1.3819 -2.622 2.4246
Si -0.0555 1.0094 0.1498
Si 1.121 0.8623 0.5691
Si -0.5611 1.0512 1.1616
Si -0.5764 2.9113 1.4968
Si -0.9743 1.7896 -0.3388
Si 1.7843 -0.4091 -0.5902
Si 2.2541 1.7222 1.6623
Si 0.7923 2.3936 1.2434
Si -3.1066 -0.1902 0.1963
Si -1.269 -2.547 1.3709
Si -0.9374 -1.232 -0.27
Si 1.0251 -0.1567 -0.2729
Si 0.9233 -0.5103 -0.9427
Si -0.1741 -0.679 5.1184
Si -4.4288 1.5716 0.0869
Si -1.3888 -0.7237 0.5375
Si 0.3289 0.0013 2.4242
Si 1.0249 -0.9431 -0.3652
Si -0.4931 1.1081 2.1427
Si -0.5673 0.3544 -0.5632
Si 2.2572 -0.5881 0.2802
Si -1.1808 3.6332 -0.7272
Si 0.69 1.1918 0.5909
Si 1.48 1.2629 0.6128
Si 2.2967 1.3963 -1.149
Si 0.6548 1.1627 2.1085
Si -1.262 -0.902 -2.2289
Si 1.7793 2.9476 0.0091
Si 0.0822 -0.3759 4.4438
Si 0.8401 2.1726 -1.3974
Si -0.4163 0.17 -0.0826
Si 0.2635 -0.5648 2.8058
Si -0.968 -2.3037 -1.1948
Si -0.7888 1.7148 1.1818
Si 0.1891 4.5989 2.5942
Si 1.1676 -0.6963 -0.0601
Si -1.2197 -0.8147 1.4424
Si -2.3908 -1.2611 -3.0413
O -0.9487 -0.5905 1.3466
O 1.1138 -0.5692 2.7782
O 1.6089 -0.9916 1.8612
O 0.0968 0.439 2.2732
O 0.5087 -0.1318 0.1472
O 0.1838 0.4464 -0.6284
O 0.0235 1.0656 2.4378
O 0.646 1.3842 0.6286
O -0.6104 1.7439 -0.789
O -0.4362 0.2144 0.4124
O -0.376 -0.6789 0.0712
O -0.4189 -1.0785 -0.9949
O 0.7884 -0.6917 -1.672
O 0.3244 0.3952 -0.2298
O 1.491 -1.3165 0.2994
O 0.6401 1.9577 -3.118
O -1.3426 -2.1503 -0.8821
O 1.2559 -1.9931 -0.9152
O -0.1626 -1.8385 -2.0917
O -1.3226 -0.0375 0.0583
O 4.1542 0.7285 -3.769
O 0.1918 0.0185 -0.9535
O 0.6864 -0.2028 0.0008
O 0.6346 -0.542 -1.4711
O 1.9494 1.2525 -0.276
O 0.6649 0.2643 -0.0985
O 0.8897 0.4593 -0.9383
O 0.8693 -1.0919 -0.6224
O -1.8838 -0.5785 -0.5106
O -1.2958 0.8679 2.3439
O 0.7151 0.3427 -1.1092
O 0.5789 -0.8749 -1.1852
O -1.3484 -1.2298 0.4588
O -0.8334 -0.6046 0.0422
O 0.0245 -1.575 0.2749
O 0.9708 -1.4832 -1.6162
O -0.8078 -0.6881 -0.2212
O -0.326 0.3787 -0.352
O -0.0935 0.2886 0.5101
O -0.689 0.3462 -0.4227
O 1.8087 -0.7768 0.5215
O 0.792 -1.1757 -0.597
O -0.1714 0.6341 -2.0177
O -0.5711 0.3831 1.4844
O 3.288 -0.9908 1.2235
N -2.8626 -0.7532 1.9923
O 1.1722 0.88 1.0123
N 0.5569 -0.2273 0.438
O -0.0204 3.1842 0.9193
O -2.7352 -0.7458 -2.4653
O -1.0676 1.0725 -0.3925
O -0.2657 -1.2102 0.7203
O -0.6029 -0.7181 -0.1983
O -1.152 -1.5943 -2.0033
O -0.5864 -0.6075 -1.608
O -0.4857 -1.1194 0.8881
O -0.4969 1.4422 0.2753
O -1.1711 0.0492 -1.2049
O -0.4218 -0.3725 0.5406
O 0.7185 -0.2986 -0.0528
O -0.2047 -0.4398 0.4705
O 1.0048 0.872 -0.7202
O 1.1504 -1.1369 -0.825
